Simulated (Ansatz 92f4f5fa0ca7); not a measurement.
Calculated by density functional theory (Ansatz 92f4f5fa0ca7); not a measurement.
Periodic cell of 306 atoms, Si196O110, from a study of silicon, its oxide and their interface. The atomic structure is a simulated model.
Doubt: the cutoff is far below the 930 eV that the study's wrapper takes by default for these files, so forces and energies are approximate.
This geometry differs little from another in the collection (a relaxation step or a small displacement).

Settings: functional PBE; potential files Ansatz PAW; basis plane waves; wave-function cutoff 580 eV; density cutoff ratio 5; exchange-correlation grid ratio 1; k mesh 1 x 1 x 1, Gamma-centred; self-consistency stop 5e-08 eV per atom in the density residual; occupations fixed; spin none; net charge 0.

Cell vectors (angstrom)
a 11.6015 0 0
b 0 10.938 0
c 0 0 42.2351

Atoms and the computed forces on them: element, x, y, z (angstrom), force x, y, z (eV/angstrom)
Si 0 0 0.9665 0.0072 0.0361 -0.0023
Si 3.8672 0 0.9665 -0.0127 0.0441 -0.0087
Si 7.7343 0 0.9665 0.0079 0.0207 -0.0024
Si 1.9336 1.3673 0.9665 -0.0002 -0.005 -0.0042
Si 5.8008 1.3673 0.9665 -0.0027 -0.0545 0.0019
Si 9.6679 1.3673 0.9665 0.0004 -0.0194 0.0158
Si 0 5.469 0.9665 -0.0016 0.015 -0.0128
Si 3.8672 5.469 0.9665 0.0027 0.0097 -0.0014
Si 7.7343 5.469 0.9665 0.0012 0.0927 -0.0089
Si 1.9336 6.8362 0.9665 -0.0059 -0.0706 0.0092
Si 5.8008 6.8362 0.9665 -0.0067 -0.0767 0.0063
Si 9.6679 6.8362 0.9665 0.0113 -0.022 -0.0051
Si 1.9336 2.7345 41.2681 -0.0082 0.0074 0.0173
Si 5.8008 2.7345 41.2681 -0.0162 0.0282 0.0185
Si 9.6679 2.7345 41.2681 0.0018 -0.0274 0.0439
Si 0 4.1018 41.2681 -0.0072 -0.0276 -0.0102
Si 3.8672 4.1018 41.2681 -0.0183 -0.0021 0.0028
Si 7.7343 4.1018 41.2681 -0.006 -0.1239 -0.0422
Si 1.9336 8.2035 41.2681 -0.0173 0.0742 -0.0265
Si 5.8008 8.2035 41.2681 -0.0253 0.0913 -0.0354
Si 9.6679 8.2035 41.2681 0.0014 0.0317 -0.0124
Si 0 9.5708 41.2681 -0.0251 -0.0138 0.0298
Si 3.8672 9.5708 41.2681 0.0015 -0.0369 0.0153
Si 7.7343 9.5708 41.2681 -0.017 -0.0099 0.0027
Si 0 0 4.8337 -0.0059 -0.0583 0.1198
Si 3.8672 0 4.8337 0.0261 -0.085 0.0001
Si 7.7343 0 4.8337 0.0476 -0.0894 -0.0146
Si 1.9336 1.3673 4.8337 0.1215 -0.1261 -0.2639
Si 5.8008 1.3673 4.8337 0.0451 -0.0226 0.1941
Si 9.6679 1.3673 4.8337 -0.032 0.0134 0.1153
Si 0 5.469 4.8337 0.0564 0.1067 -0.2593
Si 3.8672 5.469 4.8337 0.0688 0.0924 -0.1404
Si 7.7343 5.469 4.8337 0.0128 0.022 0.19
Si 1.9336 6.8362 4.8337 0.0004 -0.0748 0.1883
Si 5.8008 6.8362 4.8337 0.1011 -0.108 0.144
Si 9.6679 6.8362 4.8337 -0.0402 -0.1159 -0.1563
Si 1.9336 2.7345 2.9001 0.0049 -0.0243 -0.0483
Si 5.8008 2.7345 2.9001 0.0134 0.0558 -0.0046
Si 9.6679 2.7345 2.9001 0.0145 0.0281 -0.0177
Si 0 4.1018 2.9001 0.0089 0.002 -0.0069
Si 3.8672 4.1018 2.9001 0.0063 -0.0181 0.0152
Si 7.7343 4.1018 2.9001 0.0147 -0.1234 0.0561
Si 1.9336 8.2035 2.9001 0.0217 0.0925 0.0448
Si 5.8008 8.2035 2.9001 0.0145 0.0996 0.0344
Si 9.6679 8.2035 2.9001 0.0121 0.0177 0.0061
Si 0 9.5708 2.9001 0.0037 -0.0148 -0.0248
Si 3.8672 9.5708 2.9001 0.0281 -0.0144 -0.0211
Si 7.7343 9.5708 2.9001 0.0157 -0.0019 -0.0246
Si -0.6277 1.3993 30.3083 -0.0048 0.0009 0.0058
Si 4.0621 -0.0929 31.3649 -0.0026 0.0039 0.0048
Si 7.6905 0.0017 31.6867 -0.0045 0.0047 0.0022
Si 2.1354 2.2621 31.4984 0.0085 -0.0015 0.0049
Si 5.8329 1.4484 31.4852 0.0043 0.0013 0.0056
Si 9.7886 0.8986 32.2097 0.0025 0.0039 -0.0032
Si 0.3443 5.3013 31.5837 0.0035 0.0109 -0.0024
Si 3.4241 4.8241 31.567 0.0004 0.0025 -0.0068
Si 7.6569 5.2865 31.1326 -0.0015 0.0071 -0.0007
Si 2.6346 8.6548 29.9434 0.0029 0.0021 0.0024
Si 5.8332 6.8378 31.1361 0.0064 -0.008 -0.0031
Si 9.9632 7.5048 31.5821 0.0005 -0.0107 -0.0048
Si 1.9004 2.8196 33.7357 0.0041 0.0032 -0.0068
Si 5.7616 2.701 33.5317 -0.0014 -0.0014 -0.0121
Si 9.5865 2.7526 33.6143 -0.0064 0.0025 -0.0059
Si -0.0652 4.0707 33.563 0.0016 -0.0069 -0.007
Si 3.8662 4.1015 33.7231 -0.0078 -0.0017 -0.0059
Si 7.6732 4.1177 33.326 0.0085 -0.0021 -0.0006
Si 2.0625 8.6878 32.9198 -0.0044 -0.0084 0.0052
Si 5.6976 8.0475 33.3562 -0.007 -0.001 -0.004
Si 9.4711 8.4316 33.639 0.0073 0.003 0.0026
Si -0.5857 10.183 33.4706 -0.0043 -0.0019 -0.0034
Si 4.0433 9.7109 33.4531 -0.0025 -0.0032 0.0003
Si 7.4587 9.5841 33.5956 0.0046 0.0036 -0.01
Si -0.1169 0.1172 35.5709 -0.0025 -0.0011 0.0062
Si 3.8723 0.022 35.4591 -0.0064 -0.0019 -0.0014
Si 7.639 0.0286 35.5194 0.0084 -0.0015 0.0047
Si 1.8975 1.3234 35.5073 0.0008 0.001 0.0026
Si 5.7613 1.4189 35.5163 -0.0029 0.0024 0.0018
Si 9.5444 1.4567 35.585 0.0038 -0.0021 0.0011
Si -0.0956 5.4617 35.4699 0.0041 0.0053 0.0053
Si 3.8557 5.5236 35.5509 -0.0064 0.0024 0.0024
Si 7.6943 5.4766 35.3384 0 0.0029 -0.001
Si 1.849 6.7731 35.4804 -0.0011 -0.0003 0.0024
Si 5.7761 6.8482 35.4118 0.0048 -0.0043 0.0013
Si 9.6078 6.8793 35.4308 -0.0027 0.0003 -0.0005
Si 1.8998 2.736 37.4057 -0.0011 -0.0065 -0.0022
Si 5.7695 2.7808 37.4286 0.0011 -0.0011 0.0036
Si 9.5859 2.7957 37.4795 0.0003 -0.0045 0.0005
Si -0.0519 4.0946 37.4039 -0.0014 0.0027 0.0004
Si 3.8255 4.106 37.4315 0.0023 0.0034 -0.0035
Si 7.6819 4.1664 37.3596 -0.0011 0.0026 0
Si 1.9017 8.2142 37.374 -0.001 -0.0033 -0.0029
Si 5.7893 8.1997 37.3767 -0.0013 -0.001 0.0005
Si 9.6218 8.1971 37.4012 0.0025 -0.0023 -0.0024
Si -0.0484 9.5638 37.4021 0.0012 0.0039 -0.0022
Si 3.8536 9.5644 37.3811 -0.0008 0.0023 0.0023
Si 7.7039 9.5716 37.4182 -0.0004 0.0038 -0.0004
Si 0 0 39.3345 -0.0332 0.0084 -0.0444
Si 3.8672 0 39.3345 0.0062 -0.0027 -0.1669
Si 7.7343 0 39.3345 -0.0134 0.0747 0.0918
Si 1.9336 1.3673 39.3345 -0.0359 -0.0142 0.0186
Si 5.8008 1.3673 39.3345 0.0188 0.0169 0.004
Si 9.6679 1.3673 39.3345 -0.1087 -0.0322 0.2554
Si 0 5.469 39.3345 -0.0027 0.0432 -0.0227
Si 3.8672 5.469 39.3345 -0.0487 0.1207 0.1876
Si 7.7343 5.469 39.3345 -0.0918 0.2388 -0.0927
Si 1.9336 6.8362 39.3345 -0.0165 0.0033 -0.1425
Si 5.8008 6.8362 39.3345 0.0045 -0.0379 -0.1047
Si 9.6679 6.8362 39.3345 -0.0387 -0.0585 0.0142
Si 2.0051 2.7466 6.7131 0.0002 -0.0047 0.0008
Si 5.8492 2.7364 6.792 -0.0034 -0.0045 0.0022
Si 9.7044 2.7546 6.7729 0.0006 -0.0041 -0.0014
Si 0.0636 4.0651 6.7023 -0.0032 0.004 -0.0004
Si 3.9315 4.1152 6.7521 0.0012 0.0043 -0.0004
Si 7.7627 4.1277 6.8232 0.0011 0.0031 -0.0011
Si 1.9614 8.178 6.8121 -0.0006 -0.0037 0.0032
Si 5.8541 8.1672 6.809 0.0006 -0.0016 0.001
Si 9.6915 8.1523 6.7724 -0.0018 -0.0036 0.0024
Si 0.009 9.5252 6.7582 -0.0002 -0.002 -0.002
Si 3.9221 9.5126 6.7392 0.0002 0.0027 -0.0007
Si 7.771 9.558 6.768 -0.0005 0.0046 -0.0014
Si 0.0372 -0.0197 8.6561 0 0.0009 0.0039
Si 3.9628 -0.0537 8.6368 -0.0032 -0.0003 -0.0072
Si 7.7945 0.061 8.6456 -0.0035 -0.008 -0.0007
Si 1.9947 1.2331 8.4967 0.0027 0.0037 -0.0024
Si 5.8404 1.3806 8.7473 0.0021 0.005 -0.0039
Si 9.7253 1.3922 8.7065 -0.0002 0.0026 0.0003
Si 0.1287 5.3425 8.6508 -0.0006 -0.0004 0.0048
Si 3.9373 5.4828 8.6862 -0.0027 0.0004 0.0018
Si 7.7581 5.4582 8.8334 -0.006 0.0034 0.001
Si 1.9966 6.8084 8.7816 0.0022 0.0006 -0.0045
Si 5.8527 6.8817 8.8361 0.0026 -0.0033 -0.0054
Si 9.7672 6.6912 8.6539 0.002 -0.0042 -0.0159
Si 2.094 2.3653 10.4921 -0.0039 0.0028 0.0038
Si 5.8609 2.7476 10.7279 -0.0069 0.0029 0.0027
Si 9.7222 2.7229 10.6885 0.0019 -0.0006 0.0038
Si 0.1678 3.8723 10.5295 0.0014 0.0022 -0.0029
Si 3.845 3.9061 10.4147 -0.0014 -0.0008 -0.0033
Si 7.7712 4.111 10.8209 0.0013 -0.0022 0
Si 2.0944 8.2532 10.7064 -0.0057 -0.0004 0.0018
Si 5.9866 8.2925 10.7975 0.0024 0.0039 -0.001
Si 9.9045 8.2013 10.3973 -0.0051 -0.0051 0.0612
Si 0.1755 9.6185 10.6171 0.0075 -0.0019 -0.0139
Si 3.9189 9.7212 10.692 0.0002 -0.0013 0.0094
Si 7.9624 9.5347 10.4539 -0.0081 0.0031 -0.0118
Si -0.5303 -0.5468 12.7742 -0.0195 -0.0036 0.0106
Si 3.0745 0.7212 12.0086 0.0048 0.0048 -0.0033
Si 7.8454 -0.1403 12.4565 0.0166 -0.0198 0.0286
Si 1.9824 0.6944 14.1085 0.0024 -0.0014 0.0021
Si 5.2251 1.4194 12.6375 -0.0015 -0.0042 -0.0058
Si 9.58 1.3709 12.6087 0.0036 0.0014 -0.0025
Si 0.0204 5.5899 13.1814 -0.0041 0.0018 -0.0046
Si 3.9336 5.1184 13.2405 0.0016 0.0024 0
Si 7.0768 5.0298 12.9943 -0.0025 0.0043 0.0021
Si 2.3957 7.5617 12.9639 0.0001 0.001 0.0008
Si 7.1268 7.4101 12.8142 0.0133 -0.0008 0.0071
Si 9.5675 7.6893 12.6458 -0.0165 0.0005 -0.0602
O 7.8907 4.2866 14.2135 0.0001 -0.0004 -0.0007
O 2.8649 10.9157 15.3148 -0.0019 0.0011 -0.0015
O -3.6212 7.7431 18.7482 -0.0013 -0.0008 -0.0014
O 7.4896 2.0078 15.6309 -0.0011 0.0004 -0.0011
O 2.4724 8.8306 13.9817 -0.0006 0.0016 -0.0002
O 10.4512 8.9369 13.3269 0.0122 0.0175 0.0025
O 11.8795 4.3471 14.1896 0.001 0.0003 -0.0009
O 0.2339 16.0214 11.6598 -0.0003 -0.0025 0.0035
O 5.4878 4.6535 13.3235 -0.0056 -0.0008 -0.0012
O 1.7136 2.2057 14.6498 -0.0007 0.0008 0.0002
O 3.0352 4.475 14.4325 -0.0012 -0.0015 -0.0003
O 9.6001 2.2576 14.0227 -0.0015 -0.0029 -0.003
O 3.2226 7.5583 28.9123 -0.0002 0.0001 -0.0025
O 12.4024 9.7089 32.6879 0.0008 -0.0032 0.0008
O 5.976 8.0406 29.9834 0.0011 0.0049 -0.0052
O 1.1796 8.9832 29.2947 -0.004 0.0013 -0.0026
O 10.305 8.6358 30.4448 0.0023 0.0018 -0.0037
O -0.362 10.9528 29.5018 0.0001 -0.0013 -0.0029
O 11.3977 6.8024 31.907 -0.0047 -0.0007 0.0001
O 10.3145 2.3321 29.1464 0.0025 -0.0028 -0.0015
O 7.7776 9.9681 30.3372 0.0008 -0.0026 -0.0034
O 5.7513 2.5845 30.2765 -0.0002 0.0012 -0.0029
O 1.9527 5.507 31.463 -0.0027 -0.0075 0.0057
O -0.2696 4.8599 30.1262 -0.001 -0.0001 -0.0027
Si 6.5817 3.2567 29.047 0.0018 0.0031 0.0064
Si 6.0669 12.1534 15.5973 0.001 -0.0013 -0.0004
Si 8.3661 6.6964 24.8485 -0.0004 0.0006 -0.0014
Si -0.3943 9.3617 29.2846 0.0015 0.0006 0.004
Si 3.3659 3.9268 19.7399 -0.0005 0.0003 0.0003
Si 5.7914 5.3377 21.2622 0 0.0004 -0.0006
Si 5.3875 5.9982 24.433 -0.0003 -0.0001 -0.0015
Si 3.1739 8.1844 25.2408 -0.0003 -0.0001 -0.0012
Si 4.6061 4.4057 26.9919 0.0009 0.0004 0.0016
Si 8.5872 3.0525 15.0333 -0.0016 0.0015 -0.0001
Si 1.0638 6.3303 22.2947 -0.0006 0.0005 -0.0014
Si 12.7317 3.475 21.4347 -0.0002 0.0002 -0.001
Si 3.9514 0.0868 25.5492 0.0001 0.0004 -0.0009
Si 2.9068 9.2911 15.4865 0.0006 -0.0014 -0.0001
Si 7.7798 7.3315 17.2 -0.0004 0.0034 -0.0013
Si 7.7203 14.2609 19.7787 -0.0005 0.0002 -0.0002
Si 5.3283 9.7284 19.7057 -0.0001 0 -0.0004
Si 5.3182 1.733 18.5673 -0.0004 -0.0005 0.0007
Si 1.0025 5.0005 17.7898 -0.0001 0.0007 0
Si 2.3532 13.3803 26.6344 0 0.001 0.0002
Si 2.4992 6.6885 27.746 -0.0006 -0.0005 0.0017
Si 6.6241 11.5387 27.1939 -0.0001 0.0013 0.0016
Si 1.6326 3.7914 14.9328 -0.0015 0.0027 0.0005
Si 9.2675 1.1578 25.6278 -0.0009 0.0003 -0.0006
Si 9.5599 3.8327 24.1982 -0.0007 0.0003 -0.0016
Si 6.9764 9.1131 29.2038 -0.0019 -0.0014 0.0043
Si 11.1 2.6303 27.7425 -0.001 0.0012 0.001
Si 4.8963 7.9194 17.2248 0.0005 0.0009 -0.001
Si 9.4577 4.7254 17.519 -0.0012 0.0002 -0.0001
Si 10.7878 10.8747 23.3077 -0.0003 0.0004 -0.0021
Si 2.5863 8.6835 20.8487 -0.0005 0.0001 -0.0004
Si 2.0909 7.8159 17.9468 -0.001 0.0008 0.0004
Si 2.1762 10.2744 23.3537 -0.0006 0.0004 -0.0017
Si 7.5302 7.9168 20.2963 -0.0006 0.0003 -0.0014
Si 10.0469 2.4742 21.53 -0.0006 -0.0002 -0.0013
Si 7.2573 9.364 14.9991 0.0051 0.0014 -0.0148
Si -1.703 -2.9515 22.4031 0.0002 0.0008 -0.0014
Si 1.0022 4.1015 24.2765 -0.0001 0.0004 -0.0011
Si -0.3532 5.4131 28.5899 -0.0001 -0.0002 0.0039
Si 9.4013 7.7508 27.6899 -0.0011 -0.0016 0.0015
O 10.233 1.0806 22.3118 -0.0001 0 0
O 3.5958 5.567 27.4244 0 0 -0.0021
O 2.6964 0.8984 26.2278 -0.0003 -0.0002 -0.0006
O 4.3464 8.605 15.8433 -0.0012 0.0004 0.0002
O 6.1777 6.9239 16.9684 0.0002 0.0002 0
O 4.1738 8.9425 20.5604 -0.0008 -0.0001 -0.0003
O 1.0838 6.0641 28.2113 0.0001 0.0007 -0.0026
O 4.004 9.431 25.9245 -0.0002 0.0001 -0.0006
O 10.5128 9.4689 22.5671 -0.0004 -0.0003 0
O 0.7761 11.0586 23.6598 -0.0005 0.0001 -0.0003
O 1.9118 8.8973 16.7288 -0.0007 -0.0002 0.0002
O 7.9865 8.1719 28.3592 0.0014 0.0004 -0.0033
O 2.4208 8.0646 31.447 0.001 0.0018 -0.0002
O 6.7398 6.806 24.8864 -0.0003 0.0002 -0.0002
O 4.171 7.084 24.5634 -0.0006 0.0004 -0.0002
O 8.8199 2.4972 24.7898 -0.0003 0 -0.0002
O 10.4967 8.9732 27.8481 -0.0002 0 -0.0016
O 6.7459 9.3607 20.4523 0 -0.0004 -0.0004
O 5.8285 4.3294 28.0746 -0.0012 0.0003 -0.0035
O 6.7865 13.2682 18.9071 -0.0003 0.0004 -0.0003
O 1.0412 6.6245 17.6372 -0.0004 -0.0012 -0.0002
O 8.4794 4.3619 18.7769 -0.0005 -0.0001 -0.0005
O 2.233 7.334 21.7269 -0.0008 0.0002 -0.0002
O 2.1696 8.8185 24.1185 -0.0001 0.0001 0.0002
O 9.9266 10.9535 24.6812 -0.0006 0.0003 -0.0001
O 8.9399 7.5907 23.6367 -0.0008 0 0.0005
O 12.5513 5.0869 21.2545 -0.0003 0.0003 -0.0002
O 3.7869 3.0058 27.1728 -0.0006 -0.0002 -0.0011
O 8.0782 8.6063 16.2017 -0.0004 -0.0023 0.003
O 6.3315 10.2369 28.1726 -0.0001 0.0006 -0.0028
O 1.1277 2.3643 27.7151 0 0.0003 -0.002
O 1.4552 4.1316 16.498 -0.0007 0.0003 -0.0019
O 1.1474 3.0809 23.015 -0.0007 0.0002 0.0004
O 6.4856 6.7355 20.7616 0 0.0005 -0.0005
O 9.0823 7.3074 26.168 0 0.0003 -0.0009
O 9.4134 3.6334 16.307 -0.0003 0.0003 0.0001
O 5.376 0.7105 26.1034 -0.0004 0.0003 -0.001
O 2.2262 7.5326 26.3845 -0.0004 0.0005 -0.0014
O -0.1559 13.7075 20.7236 -0.0005 0.0002 -0.0004
O 5.1423 4.7324 25.4684 -0.0004 0.0002 -0.001
O 1.8253 8.5477 19.395 -0.0002 -0.0002 -0.0012
O -2.6582 7.9051 21.0922 -0.0004 0.0003 -0.0005
O 5.0741 11.3354 19.5066 -0.0007 0.0008 -0.0006
O 8.0008 0.4188 26.3341 0.0001 0 -0.001
O 13.0054 5.6318 23.7695 -0.0002 0.0001 0.0001
O 3.6151 7.169 17.9131 -0.0007 -0.0001 -0.0005
O 2.154 9.991 21.7382 -0.0003 0.0002 0
O -0.5969 4.7377 18.0754 0.0001 0.0003 -0.0006
O 8.8512 6.1314 16.8972 -0.0005 -0.0004 0
O 5.3888 -1.8132 18.1952 -0.0008 -0.0004 -0.0006
O -0.4115 7.0062 22.3135 -0.0006 0.0001 0
O 11.0626 4.0528 24.7951 -0.0003 0.0001 -0.0001
O 9.6891 3.694 22.5731 -0.0002 0.0002 0
O 2.5745 3.0205 20.8513 -0.0001 0.0006 -0.0008
O 6.4801 8.2006 14.134 -0.0029 0.0015 0.0022
O 5.5022 5.4377 22.8844 -0.0003 0.0002 0.0001
O 6.2979 -0.4015 15.5811 -0.0025 0.0023 0.0005
O 1.952 3.5098 25.449 -0.0002 -0.0001 -0.0005
O 5.2271 12.406 16.9644 -0.0011 0.0001 -0.001
O 4.3796 5.0175 20.4596 -0.0005 0 -0.0007
O 3.5216 0.1352 23.9261 -0.0001 0.0002 0.0004
O 8.8177 2.3574 20.4895 -0.0003 0.0003 -0.0006
O 6.8464 4.1288 20.9097 -0.0007 0.0003 -0.0003
O 4.2026 2.8756 18.8444 -0.0005 0.0003 -0.0005
O 2.1646 4.628 18.8797 -0.0008 0.0002 -0.0011
O 10.4259 1.6642 26.642 -0.0003 0.0001 -0.0014
O 10.885 4.2298 27.5345 0.0002 -0.0002 -0.0015
O 8.6769 5.1175 24.6156 -0.0002 0.0003 -0.0007
O 13.2727 -3.3964 34.0143 0.0076 0.0123 -0.0095
O 3.7762 -1.1036 30.0734 -0.004 -0.0042 -0.0083
O 3.3244 4.6661 11.809 0.0042 -0.0021 -0.0014
O 8.9317 6.3324 31.057 -0.0075 0.0015 0.005
O -3.8918 4.1952 29.8485 -0.0011 -0.0047 -0.0076
O 6.9342 1.9701 28.0731 -0.0005 -0.001 -0.003
O 5.2661 1.7717 14.2664 -0.0014 0.0003 0.0025
O 10.1382 6.2665 13.316 0.0067 -0.0121 0.0088
O 12.1231 -0.0442 13.9378 -0.0014 0.0038 0.0018
O 2.6689 0.7549 31.3132 -0.0016 0.0025 -0.0013
O 17.8078 0.0887 12.4946 0.0001 0.0013 -0.006
O 12.7348 6.7071 13.5325 0.0013 -0.0001 -0.0023
O -1.56 6.4808 28.471 -0.0001 0.0014 -0.0035
O 3.8047 6.746 13.2487 -0.0016 -0.0031 0.0002
O 8.2323 10.1279 13.9408 -0.0066 0.0078 -0.0008
O 12.3087 2.2496 30.7272 -0.0054 -0.0023 -0.0037
O 3.1719 3.3613 30.7977 -0.0009 -0.0035 0.0034
O 4.5205 5.8394 30.8749 0.0025 0.0019 0.0045

Results
free energy: -187155.482 eV
free energy less fixed offsets of O -568.88, Si -635.61 eV per atom: 0.878 eV

The program warned: the cutoff lies below the one the program advises for these potential files; the exchange-correlation potential is rough where the density is thin.
